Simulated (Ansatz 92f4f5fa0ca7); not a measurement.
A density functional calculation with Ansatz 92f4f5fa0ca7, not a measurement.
Periodic cell of 181 atoms, Si99O82, from a study of silicon, its oxide and their interface. The atomic structure is a simulated model.

Settings: functional r2SCAN; potential files Ansatz norm-conserving; basis plane waves; wave-function cutoff 1300 eV; density cutoff ratio 4; exchange-correlation grid ratio 1; k mesh 2 x 2 x 1, shifted by 0.5 0.5 0.5 of a step; self-consistency stop 5e-08 eV per atom in the density residual; occupations Fermi-Dirac, 0.05 eV; spin none; net charge 0.

Cell vectors (angstrom)
a  11.5019  -0.1149  -0.0214
b  0.0724  11.6133  -0.2142
c  -2.8616  2.1769  23.2807

Atoms and the computed forces on them: element, x, y, z (angstrom), force x, y, z (eV/angstrom)
Si  8.353  2.1319  0.0657  0.5502  1.8634  0.1816
Si  -2.6704  6.8658  0.1937  0.7739  0.4001  0.1384
Si  -1.3694  9.6962  -0.5735  -0.5071  -0.2313  0.3121
Si  1.7151  3.7561  -0.1418  1.0075  -0.1251  0.0875
Si  2.9268  6.2185  1.7404  0.796  -0.2443  0.4797
Si  0.8847  9.0136  -0.7016  0.81  0.1731  -0.4895
Si  4.7984  3.6964  -0.7748  0.3005  -2.2109  0.0837
Si  4.9862  6.36  0.4722  -0.5443  0.8263  0.01
Si  4.7195  9.4658  0.0574  0.4439  -0.1258  -1.018
Si  1.7305  2.5335  1.9035  0.3742  0.0794  -0.2472
Si  1.0869  6.0459  0.4084  -0.3416  0.8837  -0.4877
Si  2.9444  10.0594  1.4849  -0.1492  -0.9227  0.7498
Si  6.6541  2.5279  1.5853  -0.61  -0.4279  -0.2702
Si  6.9269  6.426  1.6759  0.2065  -0.6433  -0.342
Si  7.1918  10.1466  1.826  -0.9837  -0.1925  -1.0433
Si  10.8081  2.3581  2.0136  -0.6957  0.1327  -0.3138
Si  10.6281  6.1854  1.685  -0.497  -0.504  -0.6465
Si  9.6459  10.1081  1.6644  0.3507  -0.2322  0.3285
Si  2.7395  4.3071  3.1849  0.1195  0.1878  -0.1888
Si  2.8515  8.1733  3.0319  0.7836  0.454  -0.3306
Si  2.7176  12.1078  2.6873  -0.1277  0.2721  -0.157
Si  6.7734  4.3749  3.0067  0.1561  0.5697  0.3801
Si  6.7249  8.1885  3.0805  -0.1349  0.2805  0.5875
Si  6.5881  12.2017  2.7962  0.0704  0.3428  0.4939
Si  10.458  4.3488  3.1942  0.0006  0.07  0.0395
Si  10.3878  8.0808  2.9579  0.3137  0.8831  0.0059
Si  10.3466  11.9944  2.951  -0.1005  -0.0162  0.2316
Si  0.8654  4.4026  4.5449  0.1906  -0.2784  0.4283
Si  0.8929  8.2213  4.2317  -0.466  -0.3601  0.4439
Si  0.8938  11.9927  4.1842  -0.4217  -0.1636  -0.0849
Si  4.8211  4.3075  4.4435  -0.2459  -0.5946  -0.1824
Si  4.7782  8.1353  4.4203  -0.1799  -0.4154  0.079
Si  4.6235  12.2532  4.1282  0.3167  -0.497  0.0487
Si  8.5601  4.363  4.5696  -0.3593  0.2147  0.1841
Si  8.5965  8.0591  4.4382  -0.3226  -0.2955  0.6129
Si  8.4096  12.152  4.3561  0.4513  -0.0389  0.234
Si  0.9155  2.2902  5.7886  -0.2264  0.4114  -0.2472
Si  0.9495  6.3498  5.7732  -0.4965  0.2932  -0.0212
Si  0.7747  10.0971  5.5511  0.6128  0.24  0.281
Si  4.7276  2.4154  5.9758  -0.1482  0.4404  -0.2326
Si  4.733  6.1094  5.9265  -0.1449  0.6912  -0.1527
Si  4.7304  10.2404  5.415  -0.2766  0.5029  -0.2517
Si  8.5336  2.4845  5.9798  -0.4285  -0.4129  -0.3503
Si  8.5026  6.2741  6.0689  -0.0427  0.1535  -0.7697
Si  8.4544  10.0358  5.6528  0.2789  0.2781  -0.4702
Si  2.7175  2.4108  7.3137  0.2723  -0.3305  0.1688
Si  2.7319  6.139  7.2835  0.0552  0.0982  0.0663
Si  2.8251  10.0713  6.7102  -0.4813  0.2513  -0.4902
Si  6.6405  2.456  7.4512  0.4446  -0.7138  -0.0918
Si  6.5424  6.3253  7.4697  -0.1316  -0.0054  0.1571
Si  6.5031  10.1841  6.9081  0.116  -0.0552  0.7247
Si  10.5327  2.3205  7.1644  0.0431  -0.427  -0.1733
Si  10.5754  6.1939  7.1643  0.3608  0.3205  0.3621
Si  10.4047  9.9934  6.954  -0.2337  -0.6937  -0.8089
Si  5.5576  8.4261  8.311  0.517  0.4519  0.3696
Si  3.1763  8.2652  8.16  -0.1792  -0.1479  -0.1905
Si  2.755  0.2399  8.4118  -0.498  0.0588  -0.2105
Si  6.9592  4.358  8.7963  -0.4099  0.3968  -0.1745
Si  9.7611  7.2301  11.146  -1.4741  0.1603  -1.1584
Si  7.1593  0.3493  8.6533  -1.272  0.1194  0.5799
Si  11.0329  4.2154  8.4193  -0.3611  0.3772  -0.0003
Si  10.8166  8.2061  8.4774  -0.6489  -0.6281  -0.0511
Si  10.2524  0.2851  8.339  -0.1667  0.7606  0.7825
Si  2.7989  3.1681  11.7287  -0.9536  -0.6849  -1.624
Si  1.3427  9.0728  9.4086  0.0398  0.671  1.0812
Si  1.9256  4.2434  8.7342  0.431  -0.2555  -0.1679
Si  5.4489  4.4276  11.626  0.1629  0.8563  1.5178
Si  3.8206  6.6585  12.6993  -0.4394  0.722  -1.152
Si  5.1777  -0.9306  10.3701  -1.4987  1.1404  -0.1605
Si  10.0305  4.414  14.1917  -1.2826  0.1956  0.5677
Si  12.6213  7.685  12.2219  -0.5258  1.1673  -4.3199
Si  12.222  -0.3123  9.5184  0.4138  0.0727  0.1902
Si  10.1551  0.0076  13.4193  -1.1673  0.0143  0.1625
Si  6.8768  4.7005  14.4926  -0.4541  1.3649  0.5921
Si  2.9064  4.4238  14.4442  -0.8286  -0.4379  0.8776
Si  12.312  0.8536  11.53  0.0527  -0.9346  -0.8006
Si  8.2969  9.184  13.013  1.4048  -2.3256  1.3861
Si  8.0452  4.4906  18.2624  1.4816  1.6328  -1.3554
Si  5.366  2.9994  19.0234  0.5384  -0.8304  -0.2045
Si  9.0854  4.4081  9.7486  0.7655  -0.192  2.0612
Si  5.1574  9.5977  12.8939  1.4397  -0.5373  -2.0552
Si  10.5015  -1.0631  16.3  0.0201  -1.1525  0.2629
Si  3.1056  9.86  17.2495  1.6881  0.4938  -0.1564
Si  1.1282  8.585  15.2607  1.2728  -0.7296  0.079
Si  5.7962  6.5927  21.2981  -0.0202  0.448  -0.2123
Si  5.2604  -0.4428  15.7383  0.3271  -0.617  -0.9637
Si  6.6322  6.7398  16.6457  0.7343  0.8033  0.7184
Si  11.9628  5.6091  15.7429  -1.1607  -0.8302  1.7798
Si  2.8038  4.7371  19.6483  0.6215  0.5351  -1.2338
Si  0.2495  0.4557  20.9222  -0.3741  1.2925  0.5386
Si  0.907  2.4417  18.8431  -0.1683  -0.6134  -1.3495
Si  5.1004  2.6621  15.8925  0.2139  -2.6595  2.1958
Si  6.5102  2.1263  21.6408  0.6285  -0.0172  -0.5808
Si  7.9003  9.5224  16.0382  -0.9523  -0.8346  -1.5425
Si  9.9743  2.5825  11.9028  -1.0782  -0.1734  -0.1588
Si  4.1392  7.1624  18.5891  3.2736  -0.4781  -0.825
Si  8.3049  4.7488  21.025  -0.7087  0.0556  0.5463
Si  10.3841  3.4712  16.8653  2.1332  0.9289  -0.7789
Si  1.3625  -0.3472  18.4119  0.2693  1.1223  -1.6022
O  9.8649  2.5316  0.6192  0.0285  -0.3293  0.1132
O  3.1928  3.6939  -0.8583  -0.203  0.0289  0.4433
O  1.5669  9.7863  0.5981  -0.2924  -0.3599  -0.7061
O  5.3512  2.833  0.561  -0.393  0.589  -0.8462
O  6.2086  10.0257  0.4116  0.6338  -0.0613  0.8093
O  5.6994  9.1585  9.8314  0.188  -0.5316  -0.8578
O  6.1648  4.2778  10.2423  0.5987  -0.199  -0.9098
O  4.3962  3.2306  11.809  0.1151  -0.6012  0.0132
O  3.9669  -0.3074  9.3719  1.3218  -0.4159  1.3232
O  9.1796  5.7786  10.7096  -0.0659  -0.6655  -0.7415
O  11.3285  2.1117  11.1728  0.0904  -0.075  0.1935
O  9.7895  8.2146  9.8011  0.4175  -0.5428  0.5166
O  6.3977  0.1164  10.146  0.2687  -0.0191  -0.8498
O  11.1848  7.0452  11.8208  1.3526  0.0045  0.4741
O  8.7203  0.276  9.0823  1.2793  0.0726  -0.4395
O  4.4604  10.7939  16.797  -2.2987  -1.3461  1.323
O  8.3711  0.6512  -0.5541  -0.4116  -0.4102  -0.3
O  4.8056  7.8405  -0.249  -0.1675  0.2644  0.2972
O  -2.3864  8.3532  -0.5642  -0.1222  -0.5967  0.3432
O  9.1921  10.0526  16.8141  0.9709  0.7184  0.0942
O  1.706  9.5374  -2.0548  -0.6578  -0.6101  0.9568
O  5.7976  1.8489  20.1766  -0.2116  1.1904  -0.5606
O  0.7974  2.968  -1.168  -0.353  -0.2295  -0.2446
O  11.3171  2.3939  17.6016  0.0205  0.377  0.5275
O  0.0528  -0.4281  17.3903  0.8686  0.5714  1.1213
O  4.2369  10.1019  -1.3809  0.3892  -0.1712  0.7551
O  5.222  5.2274  -0.6909  0.3795  0.7  -0.1443
O  2.4519  5.1415  21.1272  -0.4657  0.803  1.7416
O  6.7923  -0.8575  16.0078  0.7528  -0.2577  0.191
O  1.64  3.8636  18.981  -0.3022  -0.4481  0.146
O  11.0737  4.9973  17.0558  0.4469  -0.3426  -1.7238
O  2.2273  3.8644  13.0597  0.2631  0.396  0.6806
O  10.9339  5.7609  14.4765  -0.0612  -1.1001  0.2693
O  5.1952  1.1061  15.3619  0.0601  1.3779  0.0612
O  8.443  4.7791  14.4303  2.6106  -0.5183  -0.3202
O  6.3909  3.5309  15.5289  0.3084  0.4521  -0.4476
O  6.8207  9.4935  12.7012  -4.0909  0.6572  -0.5506
O  4.4597  8.1223  12.9162  0.148  0.2142  -0.1207
O  6.3504  4.4741  12.9982  -0.5214  -0.3003  -0.8106
O  7.9379  3.2625  -1.0821  0.2657  -0.4278  -0.1549
O  4.5835  -1.023  11.8848  0.4959  -0.5824  0.1865
O  8.4315  8.8883  14.6121  -0.2496  0.5486  0.3279
O  10.3263  3.9154  12.7098  0.2979  0.3449  0.6426
O  2.3615  3.9544  10.3002  0.265  -0.6221  1.2485
O  8.7204  7.8336  12.205  -0.0122  0.4877  0.1792
O  10.4069  3.1958  15.2394  -0.0853  0.8005  0.122
O  4.6787  5.8551  11.5849  -0.1698  0.0871  0.331
O  10.2259  -0.0781  15.0723  -0.4018  0.8525  -1.5631
O  1.3758  9.0148  11.0616  -0.3323  -1.7028  1.5234
O  0.1443  1.9059  20.1667  0.2449  -0.0185  -0.0291
O  5.228  6.6443  17.4194  -1.1964  0.3035  0.7712
O  1.2634  8.3775  13.6595  0.1  1.0341  2.7128
O  11.6836  0.0466  12.8187  -0.573  0.1373  0.2148
O  -0.2038  9.3744  15.4518  -1.0021  0.3742  0.2181
O  1.0547  7.167  16.069  0.2969  0.8866  -0.2442
O  6.6651  3.9248  18.7096  -1.7962  -0.7721  0.9099
O  8.881  3.08  10.8215  0.2178  0.7563  -1.1051
O  4.9392  2.4476  17.565  0.1765  0.2884  -1.3424
O  3.7048  5.8117  14.0761  -0.1954  -0.8181  0.4892
O  4.1683  3.8535  19.6477  -0.2176  0.4988  0.193
O  6.4589  6.1895  15.1297  -0.0925  -0.9714  -0.3102
O  0.8179  -0.6394  19.9012  0.1612  -0.6088  -0.2885
O  2.3104  6.7747  12.0543  1.3615  -1.0331  0.156
O  7.123  8.3123  16.7595  -0.2912  -0.7587  -0.0299
O  9.3855  1.4016  12.8752  1.0525  -0.9298  0.2179
O  9.2382  -1.2759  12.8741  2.171  2.6348  -0.1019
O  1.9461  1.2485  18.3505  -0.9282  -1.0308  0.5998
O  4.7436  -1.3294  14.458  -0.2401  1.1896  1.9782
O  4.9622  7.1238  19.9879  0.5803  -0.5162  1.0398
O  7.7969  5.8712  17.4003  -0.205  -0.7553  0.4079
O  2.4568  9.3497  15.8362  -0.4976  -0.3982  0.1769
O  1.6568  4.6769  15.4738  0.8177  0.2209  -0.6811
O  7.2862  6.0392  20.9516  -0.4196  -0.6137  0.0756
O  7.6875  3.2778  21.4198  -0.4646  -0.0749  -0.2188
O  2.2886  1.5868  11.7933  0.4783  1.3671  -0.0169
O  3.6372  8.6203  18.2236  -0.8672  1.6151  -0.8967
O  3.8183  3.2962  15.2329  -1.5064  1.7339  -1.3219
O  1.0143  7.3733  -0.6748  0.119  -0.337  0.5624
O  -2.6911  5.8292  -1.0264  -0.2036  -0.179  -0.3906
O  8.8908  3.4439  17.3621  -1.1673  0.0015  0.4235
O  8.971  4.7307  19.5741  -0.0014  -0.171  -0.716
O  2.9994  6.097  18.711  -1.5789  -2.0347  0.5969

Results
free energy: -49705.940 eV
free energy less fixed offsets of O -463.61, Si -117.95 eV per atom: -12.870 eV
pressure: -1.84 GPa
stress xx, yy, zz, yz, xz, xy (GPa, positive in tension): 0.88, 2.97, 1.68, -2.65, 0.13, -0.3

The program warned: the forces do not sum to zero within the program's tolerance.
